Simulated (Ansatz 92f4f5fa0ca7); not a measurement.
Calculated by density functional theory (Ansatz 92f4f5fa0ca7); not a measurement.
Periodic cell of 150 atoms, Si88O58N4, from a study of silicon, its oxide and their interface. The atomic structure is a simulated model.

Settings: functional r2SCAN; potential files Ansatz norm-conserving; basis plane waves; wave-function cutoff 1300 eV; density cutoff ratio 4; exchange-correlation grid ratio 1; k mesh 2 x 2 x 1, shifted by 0.5 0.5 0.5 of a step; self-consistency stop 5e-08 eV per atom in the density residual; occupations Fermi-Dirac, 0.05 eV; spin none; net charge 0.

Cell vectors (angstrom)
a  10.88  0  0
b  0  10.88  0
c  0  0  21.013

Atoms and the computed forces on them: element, x, y, z (angstrom), force x, y, z (eV/angstrom)
Si  0.1509  -0.2158  -0.2536  -4.153  2.2542  -1.4287
Si  2.6917  2.6414  -0.3161  1.5507  -1.1113  -0.9674
Si  -0.2736  5.469  0.0878  -0.0809  -1.2355  -1.0508
Si  2.4725  8.4993  0.0533  -1.1518  0.6347  -0.6887
Si  4.9849  0.2472  -0.2681  -0.8565  0.6611  -1.496
Si  8.0776  2.8264  0.0568  0.5312  0.6028  -0.0607
Si  5.8348  5.121  0.0059  1.2384  -0.4355  -1.2778
Si  8.3576  7.5911  0.1905  1.9407  0.5037  -1.1487
Si  1.0463  1.4614  0.9716  0.6844  0.5324  1.0023
Si  4.1863  3.9542  1.0597  -2.2035  0.662  0.0023
Si  1.1868  6.862  1.2386  1.1473  -0.4872  0.4516
Si  3.9511  9.6485  1.3452  -0.2607  0.1358  -1.0759
Si  6.6591  1.3437  1.2087  0.7152  -1.506  -0.9361
Si  9.484  4.0373  1.6723  0.3433  -0.9891  -1.783
Si  6.7786  6.5672  1.4014  -0.1322  0.1558  2.6507
Si  9.5381  9.4563  1.2907  -0.8065  -0.5313  -1.0019
Si  -0.0968  2.4794  2.7751  0.156  0.4462  -0.8416
Si  2.3104  -0.0411  2.4801  0.3425  0.6483  0.9695
Si  -0.112  8.1506  2.8015  -0.6056  -0.8943  -0.1699
Si  2.637  5.295  2.4481  0.655  0.9659  0.0703
Si  5.4131  2.6997  2.5493  -0.6868  -0.2665  0.6409
Si  7.8911  -0.3134  2.5073  0.145  1.0421  0.3206
Si  5.1927  8.0783  2.3934  0.7458  -0.8961  1.7903
Si  8.075  5.1913  2.9935  -1.5688  1.0687  -0.7081
Si  1.4222  3.8847  3.8489  -0.2853  -0.179  1.4147
Si  3.9409  1.2372  3.7152  0.2566  -0.1189  1.2469
Si  1.0315  9.5668  4.2317  1.1325  -0.3943  -0.6899
Si  3.8615  6.8396  4.0546  -0.4392  -1.007  -0.5811
Si  6.4816  3.9965  4.1778  0.5945  -0.7364  1.0185
Si  9.2958  1.1358  3.9127  -0.5712  -0.5731  0.8131
Si  6.4824  9.3072  3.9528  0.7431  -0.14  -0.5063
Si  9.3064  6.668  4.1609  1.0753  1.112  -0.2165
Si  -0.3403  -0.068  5.5795  -0.9131  0.1365  -0.4963
Si  2.7888  2.4432  5.3786  -0.4471  1.0739  -1.4898
Si  -0.0624  5.2852  5.2389  -0.0863  -1.615  -1.8698
Si  2.5383  8.2194  5.5053  -0.5166  -1.0503  -0.7186
Si  5.4341  -0.0459  5.3284  -1.3644  -0.5581  -0.7502
Si  7.991  2.432  5.4502  -0.3332  0.9568  -0.6867
Si  5.0819  5.3462  5.6158  0.5902  0.2983  -0.8481
Si  7.8479  8.0259  5.3732  -0.6643  -0.128  0.3533
Si  1.275  1.2655  6.6129  -0.6668  -0.4257  1.2688
Si  3.9164  3.7672  6.9203  -0.1806  -0.639  0.9658
Si  0.9516  6.494  6.7267  1.6399  1.2979  0.3836
Si  4.0746  9.4114  6.7438  0.2794  0.4162  0.3525
Si  6.7903  0.9885  6.8888  -0.2361  0.9361  0.0736
Si  9.4812  3.924  6.5932  0.2801  -0.6075  -0.2948
Si  6.5505  6.6725  6.924  1.2509  -0.9467  -0.9811
Si  8.9299  9.4691  6.836  2.1529  -1.1666  -0.9636
Si  0.01  2.7364  8.0324  0.2661  -0.0702  0.1055
Si  2.5011  -0.2112  8.0278  -0.1058  0.1841  0.0836
Si  -0.5758  7.7855  7.8468  -0.8331  -0.5485  -0.449
Si  2.0475  4.8296  8.1162  0.388  -0.5478  -0.8475
Si  5.3106  2.1181  8.388  0.4889  2.3064  -0.6397
Si  7.9782  -0.2462  8.4563  -0.6085  0.8621  0.9791
Si  5.2729  7.9005  8.3108  -0.3247  0.3909  -0.9012
Si  8.1703  5.1612  7.9622  -1.9789  -0.3742  1.1735
Si  1.5335  5.8676  10.164  -1.8272  1.4485  1.7243
Si  3.9701  0.767  9.6843  -1.5552  -2.8769  1.3147
Si  1.171  8.8157  8.769  -1.1237  1.5469  2.1417
Si  3.1657  6.9761  8.35  -0.9568  -0.191  1.088
Si  6.9683  3.5307  9.479  -0.9116  2.3199  -1.9543
Si  9.3571  1.573  9.6805  1.8466  -1.4203  -1.6608
Si  6.1236  9.5479  9.687  -0.4721  0.1656  -0.7146
Si  9.3125  6.3214  9.6124  -1.399  3.0261  -0.5711
Si  -0.5161  -0.7632  11.1459  2.9759  -0.5166  0.697
Si  0.3641  2.1217  12.0864  0.9732  -0.5429  -1.9411
Si  -3.0587  8.4228  11.6891  0.32  -1.622  -0.343
Si  4.919  7.4958  16.5349  2.831  -0.4509  0.409
Si  8.7648  3.6119  13.2645  0.2975  -0.6666  0.7352
Si  6.3657  11.0757  17.893  0.9273  -3.449  1.2467
Si  9.8286  6.0792  14.3709  -1.5125  1.2723  1.7245
Si  5.6277  6.7742  13.6084  0.5249  1.4125  0.7201
Si  4.1177  4.1593  14.2291  -1.614  -0.2773  -0.9486
Si  9.1778  1.1842  18.6478  0.5747  -0.2625  0.5464
Si  12.0533  -0.5068  13.4121  3.7348  -0.3708  -0.9401
Si  5.8736  4.0982  12.0342  2.2299  -0.1113  -0.0164
Si  9.816  9.0892  14.7721  -2.1377  0.0625  0.7378
Si  1.4661  5.2832  15.6843  2.1944  1.0804  0.4123
Si  -10.5481  7.829  17.0113  3.0229  -1.149  1.2843
Si  3.2791  2.5151  11.9153  0.4509  -0.3691  -0.6366
Si  15.0712  -1.7439  14.2827  -2.6003  1.4406  1.4708
Si  6.8502  7.0517  18.8048  -1.754  -0.9152  -1.5512
Si  -4.9745  2.4163  15.9807  4.7099  -1.9505  -0.1945
Si  9.1615  -5.0643  17.2028  -1.3055  0.7654  1.3922
Si  2.774  7.3814  18.4274  -2.4006  -0.8704  -1.3955
Si  8.6824  3.0533  16.3087  3.0472  -0.6864  0.1147
Si  12.3514  4.6248  18.682  0.0063  -2.3431  1.0884
Si  6.8899  10.5624  14.97  -1.5057  -0.4687  0.0321
O  1.5865  -2.4112  17.8917  -0.147  -1.481  0.0338
O  -0.4107  0.2416  19.1595  -0.7915  0.6548  1.4417
O  2.3238  3.3254  19.2186  0.9767  -0.6739  0.7082
O  3.6636  1.267  -0.658  0.6332  0.1897  0.4616
O  0.313  4.4746  19.8146  -2.0026  1.6879  1.3084
O  3.8752  6.6969  17.4672  -0.1661  0.0498  -0.6469
O  3.2946  8.141  19.6777  0.8327  0.9595  2.3236
O  2.1435  5.9878  19.0179  0.4933  2.0475  0.1006
O  1.1849  -1.3192  -0.3574  4.0864  -3.6738  -0.6527
O  5.4783  -0.4252  19.2458  0.1882  1.6426  -0.3534
O  8.8426  2.4286  -1.3627  0.2433  0.1154  1.1295
O  27.2222  -0.7871  14.1244  2.4053  0.4753  0.6991
O  5.8546  6.059  19.6942  -0.7119  0.8173  -0.9312
O  6.9609  3.95  -0.3155  -0.5194  0.3166  -0.3272
O  7.6574  8.003  19.7823  -0.1765  1.2127  0.1733
O  9.4026  6.4232  -0.4556  -0.398  0.4877  0.8824
O  -0.3702  5.7708  10.4679  3.3898  -0.5836  0.1194
O  3.378  1.0326  11.277  0.9591  -0.0263  -1.9649
O  1.3202  4.4339  17.0773  0.5098  0.3148  -0.7609
O  -0.1597  9.4392  9.7285  0.4596  0.6195  -0.1216
N  2.0962  7.6292  9.6583  0.2694  -1.9954  -1.1983
O  6.483  4.6615  10.6387  0.7364  -0.5097  -0.4487
O  8.1331  2.5298  9.9242  -0.4698  0.6441  1.597
N  10.3183  1.0441  11.0152  0.15  -2.0057  0.1026
N  6.7975  9.5114  11.1051  0.0602  0.413  1.47
O  4.5789  10.0745  9.8485  0.02  2.3148  -0.1962
O  8.295  7.2905  10.5292  0.5913  -0.4736  0.305
O  9.22  9.3581  11.9703  -1.1527  -0.7414  0.2471
O  -3.9384  -3.4121  12.8617  0.0944  -0.3438  0.1051
O  -3.064  0.3502  18.7002  -2.0438  -0.6246  -0.9758
O  4.8392  3.404  15.4336  -0.2755  0.2763  0.7506
O  11.1185  5.1429  14.7242  -2.5259  -0.0125  -1.9418
O  -0.0495  -0.5855  14.4388  0.1377  -1.1519  -0.238
O  8.9396  17.35  15.7406  0.6247  -1.2338  -0.2373
O  6.0782  -2.9342  17.6154  0.3734  -1.7788  1.482
O  14.405  2.8234  13.4495  0.346  0.6149  1.0794
O  8.7967  5.2424  13.4825  0.6574  -0.9528  -0.7261
O  4.7439  3.1563  11.3865  -1.6208  -0.3488  0.0164
O  11.7973  9.5755  11.9936  -1.4454  1.8794  0.8939
O  5.6982  6.7157  15.2913  -0.5389  0.1656  -0.1682
O  10.3099  6.8088  17.912  -0.224  -1.3275  -0.6406
O  9.5958  4.2564  16.9715  -1.0644  0.7808  0.1786
O  -2.5959  9.7626  14.605  0.3897  -0.0555  -0.2439
O  9.1146  2.8202  14.7359  -0.7554  1.464  -1.3822
O  -0.6722  8.8617  16.3815  -0.5706  0.5241  -1.8505
N  5.257  5.1148  13.2557  -1.3202  -0.2106  0.0073
O  2.7224  4.8684  14.6489  -0.0946  1.034  2.0452
O  7.1635  3.3901  16.5665  -2.3839  -0.826  -0.7783
O  1.1262  1.0902  13.0777  -0.3156  1.0112  0.4001
O  4.1382  -2.1477  15.9696  -0.7566  1.5444  -3.068
O  13.6417  -0.8784  13.9795  -0.9262  -0.6992  -0.3187
O  12.6344  2.9698  11.5241  -1.4751  -0.1832  0.263
O  7.2085  3.3773  12.7803  0.2917  -0.2507  -0.439
O  6.6869  10.1169  16.5161  -0.3248  1.3407  2.1182
O  9.2221  12.6212  17.1289  0.3682  0.1282  -0.2875
O  -4.0649  12.2148  14.8929  -1.356  0.7337  0.9654
O  -0.9269  7.6458  13.9351  0.9989  1.1412  -0.087
O  7.7792  5.9359  18.0979  1.7094  -0.0662  -1.117
O  1.3865  -3.9763  16.0411  -0.9309  -0.5118  -0.1034
O  15.1892  -3.0918  13.3894  0.7386  -0.533  0.0545
O  -0.8551  3.1842  12.2156  -1.1288  0.8824  2.3871
O  -5.3229  1.3598  17.1458  -0.9844  1.6544  0.7669

Results
free energy: -38427.997 eV
free energy less fixed offsets of N -289.75, O -463.61, Si -117.95 eV per atom: -0.017 eV
pressure: -2.53 GPa
stress xx, yy, zz, yz, xz, xy (GPa, positive in tension): 3.45, 1.74, 2.42, -1.2, -1.21, -0.97

The program warned: the forces do not sum to zero within the program's tolerance.
